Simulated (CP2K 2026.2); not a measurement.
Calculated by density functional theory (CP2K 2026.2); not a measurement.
Periodic cell of 513 atoms, Si351O162, from a study of silicon, its oxide and their interface. The atomic structure is a simulated model.
Doubt: the forces sum to 1.77 eV/angstrom along one axis rather than to zero, so they err by at least 0.0035 eV/angstrom per atom on average; the grid cutoff is modest.

Settings: functional PBE; method Gaussian and plane waves; basis set DZVP-MOLOPT-SR-GTH; pseudopotentials GTH-PBE; grid cutoff 350 Ry, relative cutoff 50 Ry; k points Gamma only; occupations fixed; spin none; net charge 0.

Cell vectors (angstrom)
a 16.407 0 0
b 0 16.407 0
c 0.0065 0.4084 34.2744

Atoms and the computed forces on them: element, x, y, z (angstrom), force x, y, z (eV/angstrom)
Si 16.366 16.351 0.082 0.001 0.164 0.236
Si 3.341 2.868 34.204 -0.097 0.062 0.232
Si 0.166 5.358 0.095 -0.103 0.081 0.239
Si 2.575 8.746 34.181 0.043 -0.07 0.196
Si 15.749 11.948 34.075 0.067 -0.019 0.244
Si 2.533 14.908 33.844 0.112 -0.174 0.2
Si 5.79 0.438 0.108 -0.012 -0.092 0.192
Si 8.073 3.188 0.367 0.104 -0.095 0.189
Si 5.683 5.275 0.524 -0.04 0.106 0.221
Si 7.952 9.118 34.249 0.098 -0.131 0.236
Si 5.651 10.948 0.013 -0.104 0.038 0.212
Si 8.415 13.664 0.188 -0.113 0.112 0.213
Si 11.113 15.952 0.117 0.039 0.006 0.142
Si 13.451 3.394 34.26 0.06 -0.105 0.222
Si 11.279 5.322 0.152 -0.08 0.052 0.23
Si 13.538 8.262 0.136 0.07 -0.025 0.205
Si 10.661 11.449 0.174 0.082 -0.129 0.202
Si 13.515 13.824 0.33 -0.004 0.026 0.056
Si 1.445 1.499 1.171 0.002 -0.038 -0.043
Si 4.113 4.008 1.621 0.043 0.009 -0.063
Si 1.456 6.85 1.388 -0.004 -0.003 -0.039
Si 3.976 9.76 1.222 0.019 -0.009 -0.047
Si 1.304 12.583 0.898 -0.017 0.006 -0.029
Si 4.248 15.257 1.129 -0.008 0.026 -0.046
Si 7.027 1.55 1.685 -0.011 0.013 -0.071
Si 9.691 4.303 1.556 -0.002 -0.004 -0.076
Si 6.894 7.062 1.391 -0.024 -0.004 -0.057
Si 9.561 9.723 1.372 -0.006 0.029 -0.07
Si 6.777 12.482 1.393 0.027 -0.019 -0.05
Si 9.642 15.02 1.664 0.006 -0.026 -0.059
Si 12.251 1.362 1.254 0.014 -0.007 -0.044
Si 14.997 4.168 1.362 0.007 0.001 -0.059
Si 12.25 6.945 1.542 0.019 -0.011 -0.071
Si 15.059 9.695 1.287 -0.024 0.014 -0.048
Si 12.24 12.391 1.623 -0.014 0.004 -0.053
Si 14.983 15.18 1.546 0.017 -0.015 -0.043
Si 0.068 2.826 2.655 -0.013 0.004 0.012
Si 2.791 0.118 2.612 -0.01 0.004 -0.01
Si 0.057 8.328 2.665 -0.008 -0.005 0.004
Si 2.746 5.5 2.825 0.003 0.003 0.01
Si 0.065 13.746 2.647 -0.007 0.023 0.016
Si 2.599 11.179 2.501 -0.002 -0.001 -0.01
Si 5.536 2.789 3.008 -0.016 0.003 0.015
Si 8.308 0.072 2.924 -0.006 0.007 0.005
Si 5.388 8.385 2.67 0.003 -0.012 0.013
Si 8.251 5.695 2.823 0.012 0.02 0.025
Si 5.385 13.836 2.679 0 -0.001 0.002
Si 8.174 11.088 2.763 0.005 -0.008 0.007
Si 10.981 2.757 2.769 -0.019 0.003 0.004
Si 13.613 0.164 2.805 0.004 0.014 0.002
Si 10.853 8.33 2.813 0.002 -0.006 0.007
Si 13.706 5.569 2.793 0.013 0.008 0.018
Si 10.945 13.707 3.05 -0.007 0.005 0.012
Si 13.671 10.936 2.784 -0.006 -0.013 0.012
Si 1.337 4.175 4.145 -0.001 0.012 0.001
Si 4.081 1.396 4.183 0.01 -0.006 -0.003
Si 1.385 9.739 4.01 0.002 -0.004 -0.004
Si 4.125 6.952 4.097 0.002 0.004 -0.001
Si 1.419 15.139 4.021 0 0.005 -0.009
Si 4.008 12.439 4 -0.001 -0.007 0.001
Si 6.893 4.283 4.2 -0.011 -0.003 0.005
Si 9.64 1.475 4.239 0.006 0.002 -0.006
Si 6.774 9.709 4.089 0.008 0.007 -0.005
Si 9.558 6.993 4.242 -0.019 -0.007 -0.007
Si 6.797 15.125 4.133 -0.002 -0.002 0.006
Si 9.51 12.345 4.268 0.009 0.006 0
Si 12.341 4.167 4.13 0.004 -0.003 0
Si 15.083 1.498 4.088 -0.006 -0.002 0
Si 12.279 9.646 4.171 0.004 0.004 0.005
Si 15.088 6.971 4.094 -0.004 -0.003 0
Si 12.331 15.178 4.238 -0.005 -0.007 0.002
Si 15.084 12.377 4.055 0.003 -0.004 0.002
Si 0.036 0.087 5.427 0 0 -0.009
Si 2.724 2.816 5.505 0.001 -0.005 0.002
Si 0.004 5.585 5.493 -0.002 0.003 0.001
Si 2.737 8.351 5.419 0.003 -0.001 0.001
Si 0.014 11.03 5.456 -0.003 -0.004 -0.002
Si 2.724 13.784 5.454 0 0.005 -0.006
Si 5.458 16.471 5.543 -0.01 -0.002 0.003
Si 8.241 2.87 5.543 0.006 0.003 0.003
Si 5.481 5.622 5.524 0.004 0.006 0.005
Si 8.144 8.361 5.525 0.002 0 -0.006
Si 5.401 11.088 5.427 0.002 0 -0.01
Si 8.146 13.772 5.545 -0.003 -0.003 0.004
Si 10.973 0.113 5.609 -0.001 0.009 0.002
Si 13.728 2.846 5.506 0.002 0.006 -0.003
Si 10.963 5.557 5.505 -0.003 0.003 -0.008
Si 13.684 8.283 5.494 -0.005 -0.003 0.004
Si 10.931 11.004 5.569 -0.007 -0.005 0.006
Si 13.739 13.757 5.483 0.006 0.006 0
Si 1.362 1.447 6.86 0.001 0.003 -0.002
Si 4.105 4.211 6.85 0.001 0.002 -0.006
Si 1.386 6.97 6.823 0 0.001 -0.006
Si 4.087 9.697 6.829 0.001 0.001 -0.003
Si 1.366 12.41 6.833 -0.004 -0.001 0
Si 4.089 15.103 6.882 0.002 -0.001 0.004
Si 6.839 1.479 6.866 -0.003 0.001 -0.004
Si 9.605 4.219 6.909 -0.003 -0.003 -0.001
Si 6.828 6.972 6.907 -0.002 0.003 0.005
Si 9.546 9.663 6.917 -0.001 -0.001 0.005
Si 6.772 12.402 6.873 0 0.005 -0.001
Si 9.55 15.141 6.897 0.001 0.002 -0.002
Si 12.364 1.492 6.91 0.001 -0.003 0.005
Si 15.054 4.226 6.882 -0.005 0.004 0.002
Si 12.328 6.92 6.876 0.002 -0.004 -0.004
Si 15.05 9.674 6.843 -0.002 0.002 -0.003
Si 12.331 12.412 6.861 -0.001 0.004 -0.004
Si 15.091 15.137 6.846 0.001 -0.004 -0.003
Si 0.008 2.831 8.229 0.001 0 -0.003
Si 2.728 16.488 8.237 -0.002 0 -0.002
Si 0.008 8.309 8.214 0 0 0
Si 2.74 5.589 8.208 0.002 0.001 -0.003
Si 0.018 13.765 8.234 0 0.003 -0.002
Si 2.725 11.05 8.218 0.002 0.001 -0.004
Si 5.474 2.848 8.231 0.001 0.001 -0.001
Si 8.196 0.117 8.252 -0.001 0.002 -0.001
Si 5.448 8.342 8.237 0.001 -0.001 0
Si 8.217 5.59 8.252 0.004 0.001 0.001
Si 5.442 13.76 8.269 0 -0.002 0.003
Si 8.172 11.052 8.244 0.001 0 -0.001
Si 10.975 2.85 8.269 0.001 0.003 0
Si 13.718 16.5 8.237 0.002 0.001 -0.001
Si 10.939 8.284 8.243 -0.002 -0.002 0.001
Si 13.682 5.57 8.26 -0.002 0.001 0.003
Si 10.947 13.774 8.233 -0.001 0.003 0.001
Si 13.685 11.036 8.229 -0.003 0.003 0.001
Si 1.374 4.212 9.581 -0.001 0.001 -0.002
Si 4.106 1.462 9.586 0 0.001 -0.002
Si 1.361 9.681 9.591 -0.002 0 -0.003
Si 4.098 6.949 9.593 -0.001 0 0
Si 1.37 15.125 9.621 0.002 0 0
Si 4.079 12.397 9.627 0 0.002 0.001
Si 6.851 4.21 9.606 -0.001 0.001 0.001
Si 9.585 1.476 9.611 -0.001 0 0
Si 6.819 9.687 9.619 0 0.003 0
Si 9.587 6.936 9.633 0.001 -0.001 0.002
Si 6.828 15.144 9.606 0.001 0.004 0.001
Si 9.568 12.411 9.595 0 0.003 0.001
Si 12.324 4.215 9.644 -0.001 -0.001 0.003
Si 15.061 1.467 9.615 0 0 0
Si 12.306 9.672 9.596 0 0 -0.002
Si 15.051 6.95 9.601 -0.001 0.002 -0.001
Si 12.318 15.15 9.597 -0.001 0 0.002
Si 15.041 12.407 9.604 -0.001 -0.001 -0.001
Si 16.409 16.494 10.986 0.001 0.001 -0.002
Si 2.736 2.831 10.943 0.001 0 -0.002
Si 0.004 5.572 10.961 0 -0.001 -0.001
Si 2.726 8.309 10.959 0.001 0.001 -0.004
Si 16.396 11.032 10.978 0.003 0.003 -0.001
Si 2.724 13.762 11.008 0 0.001 0.002
Si 5.469 16.512 10.975 0 0 0
Si 8.227 2.847 10.983 0.001 -0.001 0
Si 5.482 5.587 10.962 0.001 0 0
Si 8.208 8.322 10.968 -0.001 -0.001 0
Si 5.455 11.045 10.994 0.001 -0.001 0
Si 8.213 13.785 10.962 0.001 0.001 0
Si 10.951 16.515 10.977 -0.001 0.002 0
Si 13.693 2.831 10.988 0 -0.001 0.002
Si 10.953 5.577 11.013 0 0.001 0.006
Si 13.674 8.31 10.971 0 0.001 0
Si 10.936 11.043 10.966 -0.002 -0.001 0
Si 13.665 13.774 10.973 0.001 0.003 0
Si 1.379 1.462 12.329 -0.001 -0.003 -0.001
Si 4.108 4.195 12.296 0 -0.002 -0.002
Si 1.355 6.95 12.327 0 0.002 -0.001
Si 4.09 9.66 12.344 -0.002 -0.002 -0.001
Si 1.344 12.385 12.366 -0.001 -0.001 0
Si 4.106 15.146 12.352 0 0.004 0.002
Si 6.86 1.464 12.335 0 0.003 0.002
Si 9.592 4.204 12.378 -0.002 0 0.003
Si 6.858 6.953 12.337 0 0.003 0
Si 9.569 9.687 12.34 -0.002 -0.001 0
Si 6.844 12.424 12.331 0 0.005 0.001
Si 9.587 15.134 12.338 -0.002 0 0.004
Si 12.311 1.481 12.352 0.002 0.002 0
Si 15.057 4.207 12.347 0.002 0 0.001
Si 12.324 6.954 12.368 0.003 0.003 0.001
Si 15.015 9.678 12.357 -0.001 -0.003 -0.001
Si 12.291 12.415 12.348 0 -0.001 0.002
Si 15.019 15.138 12.355 -0.002 -0.001 0
Si 0.016 2.824 13.696 0.006 -0.003 0.002
Si 2.735 16.512 13.718 0.004 0.002 0.002
Si 16.374 8.293 13.714 -0.003 0.006 0.001
Si 2.741 5.567 13.645 0.003 -0.003 -0.002
Si 16.366 13.752 13.722 0.003 0.001 0
Si 2.706 10.993 13.725 0.002 -0.001 0.001
Si 5.481 2.84 13.67 -0.003 -0.001 0
Si 8.237 16.502 13.706 0.001 -0.001 -0.002
Si 5.494 8.323 13.703 0.002 -0.001 0.002
Si 8.226 5.596 13.719 -0.002 -0.001 0.004
Si 5.49 13.785 13.708 0.002 0.003 0
Si 8.213 11.07 13.705 -0.004 -0.001 0.002
Si 10.979 2.851 13.756 -0.001 -0.001 0.005
Si 13.641 16.505 13.728 -0.002 0.005 0.001
Si 10.941 8.335 13.715 -0.001 -0.001 0.001
Si 13.69 5.568 13.731 0.001 0.001 0.003
Si 10.929 13.773 13.74 0.002 0.001 0.002
Si 13.642 11.052 13.73 0.004 0.002 0.002
Si 1.401 4.203 15.028 0 0 -0.003
Si 4.133 1.482 15.06 -0.002 0.005 0.003
Si 1.309 9.635 15.111 0.005 -0.015 0.003
Si 4.125 6.908 15.002 -0.002 0.008 0.002
Si 1.343 15.12 15.053 -0.007 -0.007 0
Si 4.113 12.378 15.022 -0.005 0.001 0.003
Si 6.831 4.216 15.036 0 -0.001 0.001
Si 9.621 1.442 15.083 -0.002 0.006 0.003
Si 6.858 9.715 15.075 0.002 0.002 0.001
Si 9.615 6.955 15.097 0.002 0.002 0.001
Si 6.874 15.144 15.087 0.003 0 0.007
Si 9.555 12.414 15.123 -0.002 0.004 0.005
Si 12.342 4.237 15.151 0.008 -0.002 0
Si 15.023 1.478 15.058 -0.004 -0.001 -0.001
Si 12.249 9.725 15.115 0 -0.005 -0.001
Si 15.033 6.928 15.119 0.003 0.001 0.002
Si 12.274 15.146 15.125 0.007 -0.004 0.005
Si 14.99 12.407 15.125 -0.006 0.002 0.006
Si 16.359 16.488 16.391 0.007 0.002 0.004
Si 2.807 2.902 16.41 0.001 0.003 0.008
Si 0.035 5.516 16.432 0.005 0.006 0.001
Si 2.722 8.192 16.367 0.005 0.006 0.005
Si 16.334 11.018 16.495 -0.002 0.007 -0.022
Si 2.721 13.706 16.36 0.014 0.004 -0.013
Si 5.509 16.523 16.425 0.001 -0.001 -0.009
Si 8.231 2.848 16.342 0.001 -0.004 -0.002
Si 5.482 5.59 16.414 -0.006 -0.014 0.004
Si 8.265 8.368 16.418 -0.004 -0.002 0
Si 5.473 11.072 16.446 0 -0.008 0.005
Si 8.206 13.782 16.511 -0.002 -0.007 0.009
Si 10.93 16.495 16.549 -0.002 0.003 0.001
Si 13.719 2.839 16.502 -0.002 0.001 0.005
Si 10.982 5.631 16.535 -0.008 0.001 -0.006
Si 13.6 8.317 16.429 -0.015 -0.005 -0.004
Si 10.892 11.081 16.555 0.001 0.002 0.001
Si 13.612 13.778 16.513 0.006 0.01 0.014
Si 1.368 1.493 17.616 -0.009 -0.002 -0.014
Si 4.176 4.252 17.867 0.004 0.004 -0.003
Si 1.466 6.774 17.806 0.015 0.006 -0.005
Si 4.076 9.59 17.649 -0.012 -0.003 -0.015
Si 1.38 12.37 17.785 0.009 0.013 0.008
Si 4.112 15.068 17.67 -0.014 -0.009 -0.006
Si 6.918 1.519 17.749 -0.002 0.016 0.005
Si 9.561 4.177 17.745 -0.012 -0.02 -0.025
Si 6.888 6.991 17.698 0.015 0.021 -0.019
Si 9.536 9.689 17.935 -0.001 -0.014 -0.002
Si 6.8 12.455 17.891 0.008 0.003 -0.009
Si 9.528 15.141 17.958 -0.002 -0.004 -0.001
Si 12.349 1.471 17.874 0.005 0.008 -0.013
Si 15.122 4.193 17.88 -0.001 -0.001 -0.021
Si 12.299 7.074 17.96 0.013 0.006 -0.01
Si 14.895 9.647 17.832 -0.017 -0.003 -0.008
Si 12.189 12.504 17.957 0.019 0.01 -0.019
Si 15.006 15.154 17.837 -0.001 -0.009 -0.011
Si 0.157 2.767 19.171 0.017 -0.02 0.065
Si 2.761 16.521 18.861 -0.008 0 0.055
Si 16.397 8.169 18.939 0.005 -0.004 0.05
Si 2.76 5.453 19.399 0.03 0.004 0.035
Si 0.044 13.806 19.133 0.004 -0.009 0.051
Si 2.733 10.866 19.06 0.004 0.01 0.04
Si 5.663 2.896 19.158 -0.014 0.011 0.028
Si 8.122 16.571 19.243 0.004 -0.009 0.043
Si 5.457 8.299 19.013 -0.002 0.016 0.059
Si 8.246 5.63 19.039 0.005 0.006 0.059
Si 5.387 13.848 19.235 -0.003 -0.014 0.047
Si 8.105 11.024 19.277 -0.032 0.022 0.051
Si 10.886 2.823 19.154 0.011 0.003 0.057
Si 13.696 16.518 19.305 0.011 0.007 0.058
Si 10.886 8.439 19.47 -0.004 -0.002 0.042
Si 13.745 5.629 19.198 0.001 -0.016 0.04
Si 10.836 13.841 19.487 -0.007 0.005 0.035
Si 13.486 11.045 19.27 0.018 -0.006 0.043
Si 1.915 3.497 20.622 -0.018 0.102 -0.23
Si 4.2 1.404 20.16 0.027 -0.01 -0.099
Si 1.048 9.712 20.302 0.126 -0.085 -0.078
Si 4.444 6.758 20.459 -0.153 0.038 -0.178
Si 1.298 15.441 20.317 0 -0.096 -0.223
Si 4.218 12.104 20.336 -0.016 0.084 -0.246
Si 6.779 4.563 20.499 0.066 -0.171 -0.159
Si 9.747 1.271 20.57 -0.042 0.065 -0.198
Si 6.423 9.862 20.492 0.096 -0.076 -0.226
Si 9.724 6.669 20.546 -0.088 0.135 -0.186
Si 6.378 15.607 20.561 -0.013 -0.057 -0.216
Si 9.43 12.301 20.737 -0.004 0.08 -0.194
Si 12.048 4.492 20.309 0.053 -0.079 -0.189
Si 15.433 1.213 20.512 -0.105 0.045 -0.234
Si 11.848 10.192 20.854 0.098 -0.108 -0.27
Si 15.379 6.762 20.491 -0.128 0.024 -0.183
Si 12.098 15.484 20.762 0.08 -0.09 -0.233
Si 15.276 12.12 20.291 -0.095 0.136 -0.108
Si 12.2 3.487 23.189 -0.094 0.007 0.045
Si 0.509 5.05 22.606 -0.064 -0.092 0.011
Si 1.335 7.023 24.595 0.055 -0.006 0.035
Si 5.74 8.053 22.801 -0.027 0.034 -0.051
Si 16.011 8.644 22.686 0.087 0.035 -0.058
Si 13.871 15.144 23.464 -0.075 -0.018 -0.018
Si 9.479 2.25 23.48 0.026 0.008 0.036
Si 8.085 4.129 25.318 0.066 0.004 0.054
Si 7.98 5.873 22.909 0.043 -0.078 -0.035
Si 7.459 13.813 22.89 -0.03 -0.073 -0.04
Si 14.717 11.575 25.442 -0.1 -0.087 0.04
Si 9.465 2.591 27.682 -0.036 0.056 0.004
Si 14.633 4.227 24.627 0.012 0.003 0.065
Si 4.177 7.973 25.242 0.022 0.003 0.064
Si 13.457 9.73 23.611 0.019 0.051 0.036
Si 13.011 15.269 26.228 -0.018 -0.048 0.048
Si 2.861 8.857 27.673 -0.051 0.007 0.013
Si 4.858 11.721 31.336 0.014 0.026 -0.002
Si 2.487 13.62 22.47 0.006 0.039 -0.017
Si 7.824 1.457 30.064 0.076 0.022 -0.004
Si 7.231 7.86 28.244 -0.062 -0.046 -0.032
Si 10.578 0.406 25.623 -0.046 0.003 -0.016
Si 2.972 13.193 29.537 0.07 -0.003 0.012
Si 8.597 14.5 25.777 -0.063 0.006 0.065
Si 14.329 1.657 23.434 0.043 -0.009 -0.01
Si 15.087 8.158 28.051 -0.011 0.031 0.006
Si 13.122 7.826 25.885 -0.004 -0.035 -0.022
Si 13.383 5.164 27.02 -0.048 -0.08 0.04
Si 11.516 14.163 28.852 -0.035 0.028 -0.079
Si 0.335 10.378 27.078 0.039 -0.035 -0.024
Si 15.18 15.647 28.263 -0.038 0.054 -0.002
Si 5.896 15.319 26.741 -0.007 0.016 0.049
Si 15.484 12.659 28.073 -0.057 -0.017 -0.067
Si 6.324 5.98 30.562 -0.052 -0.01 0.029
Si 4.71 12.736 27.252 0.019 -0.025 -0.037
Si 15.85 13.086 23.009 0.013 -0.052 -0.023
Si 4.632 4.029 28.846 0.02 -0.006 -0.015
Si 5.013 0.89 29.02 -0.054 -0.011 0.036
Si 1.031 6.412 27.673 0.046 0.045 0.003
Si 5.663 5.695 26.443 0.083 0.013 0.092
Si 2.489 10.449 30.308 -0.012 -0.007 -0.031
Si 10.515 6.093 31.43 0.027 -0.088 0.033
Si 0.365 1.261 29.854 -0.019 -0.037 0.056
Si 9.608 9.436 28.666 0.046 0.033 0.006
Si 13.253 5.525 30.05 -0.029 -0.096 0.012
Si 9.075 12.336 27.943 0.068 0.019 0.012
Si 13.24 11.767 29.734 -0.024 -0.036 -0.043
Si 1.969 4.592 32.313 0.002 -0.096 0.023
Si 1.625 3.986 29.5 -0.032 0.038 0.04
Si 4.045 6.815 32.339 0.044 0.014 0.016
Si 0.251 9.737 32.2 0.03 0.036 0.05
Si 2.67 15.875 30.797 0.049 -0.009 0.065
Si 6.442 10.898 28.925 0.001 0.01 -0.068
Si 8.355 4.078 31.686 -0.02 -0.01 0.04
Si 12.194 3.077 28.775 0.018 0.033 0.033
Si 9.494 8.819 31.441 -0.071 0.074 0.048
Si 12.796 16.611 29.909 -0.062 0.021 0.004
Si 8.443 16.411 32.658 -0.035 0.02 0.058
Si 14.508 1.525 31.993 0.046 -0.022 0.021
Si 12.039 10.468 32.295 -0.033 0.045 -0.041
Si 14.936 7.182 32.177 -0.044 0.013 -0.02
Si 12.456 9.269 28.294 0.075 -0.04 0.028
Si 4.81 13.718 24.489 0.072 -0.013 -0.009
O 1.095 15.7 33.808 0.097 -0.042 0.015
O 15.379 0.675 33.078 0.075 -0.302 -0.101
O 1.039 4.296 31.004 -0.257 0.099 0.236
O 3.04 3.404 32.655 0.051 -0.141 -0.199
O 1.162 4.59 33.745 0.1 -0.15 0.179
O 13.788 7.45 33.3 -0.199 -0.111 0.077
O 1.189 9.349 33.492 0.041 0.334 0.21
O 3.575 8.241 32.96 0.263 0.195 0.068
O 16.033 11.204 32.602 0.017 0.04 -0.198
O 1.193 9.702 30.885 0.043 -0.28 -0.246
O 3.093 15.297 32.296 0.012 -0.024 0.006
O 1.997 11.941 29.882 -0.269 0.054 0.168
O 4.593 1.842 33.826 0.119 0.144 0.116
O 7.013 0.642 33.238 0.024 0.254 0.073
O 7.787 2.948 30.689 -0.177 -0.08 -0.231
O 8.606 3.308 33.106 0.283 -0.175 -0.164
O 6.819 4.193 0.084 0.212 -0.058 -0.029
O 4.862 6.001 33.443 0.078 0.014 -0.202
O 8.529 8.817 32.742 0.172 0.072 -0.137
O 10.988 9.336 31.818 0.12 -0.044 -0.182
O 6.738 10.175 33.918 0.121 -0.177 0.085
O 5.269 12.116 32.861 0.064 0.05 -0.025
O 8.212 14.817 32.99 -0.095 0.168 -0.073
O 8.594 0.427 31.082 0.128 0.036 0.053
O 12.605 1.511 28.939 -0.032 0.004 -0.004
O 9.944 0.411 33.274 -0.115 -0.016 -0.272
O 14.029 2.875 32.792 -0.096 -0.005 0.117
O 12.348 4.572 33.907 -0.071 0.111 0.082
O 9.569 7.292 30.911 -0.008 -0.038 0.187
O 10.7 6.365 33.033 -0.22 0.277 -0.012
O 12.859 9.892 33.565 -0.12 0.083 0.189
O 16.157 6.458 32.941 0.1 0.05 -0.207
O 9.396 12.819 34.115 0.099 -0.27 -0.217
O 11.238 11.733 32.902 -0.093 0.245 -0.092
O 14.559 13.12 33.799 -0.113 0.071 -0.088
O 12.333 15.265 33.893 -0.131 0.079 0.047
O 1.25 3.686 22.133 0.094 -0.065 0.001
O 1.617 5.869 23.475 0.274 -0.168 -0.004
O 5.187 0.306 20.98 0.122 0.101 0.134
O 3.118 2.393 20.971 -0.086 -0.041 0.227
O 0.95 9.118 21.864 0.007 0.133 -0.049
O 0.087 7.903 24.041 -0.129 -0.103 0.257
O 5.468 5.509 20.767 0.022 0.054 -0.16
O 4.427 7.571 21.916 -0.008 0.147 0.174
O 2.22 14.962 21.596 0.237 -0.037 -0.007
O 0.178 16.5 20.893 -0.057 -0.22 0.31
O 3.339 12.525 21.646 -0.053 -0.008 0.234
O 7.49 15.497 26.467 0.129 0.289 0.142
O 6.682 6.797 23.231 -0.201 -0.266 0.007
O 7.536 4.557 21.993 -0.058 -0.282 0.222
O 8.839 3.809 26.756 -0.138 0.191 -0.1
O 9.058 1.891 21.943 -0.068 -0.07 -0.102
O 5.38 11.078 20.889 0.102 0.225 0.282
O 9.971 15.335 25.916 0.213 -0.045 -0.023
O 9.028 6.803 22.048 0.076 0.139 -0.004
O 6.56 4.542 25.718 0.034 -0.042 -0.145
O 8.424 12.813 21.986 -0.01 0.045 0.115
O 8.309 14.253 24.197 0.038 -0.022 -0.115
O 10.099 0.898 24.149 -0.148 -0.268 0.064
O 10.625 11.254 21.251 -0.164 0.183 0.029
O 10.954 5.613 20.799 -0.083 0.142 0.249
O 12.667 3.939 21.71 -0.011 -0.136 -0.102
O 13.05 4.425 24.219 -0.01 0.066 0.123
O 14.986 1.859 21.957 -0.22 0.311 -0.046
O 12.457 9.837 22.34 0.206 -0.066 0.258
O 0.084 5.725 21.165 0.241 -0.176 -0.093
O 14.987 7.718 21.777 -0.315 -0.112 -0.031
O 10.602 3.459 23.454 -0.036 -0.005 0.277
O 10.918 16.611 21.063 0.111 -0.028 0.195
O 14.937 12.345 21.882 -0.058 -0.09 0.022
O 12.772 15.114 22.24 -0.07 0.022 0.103
O 12.731 1.964 23.342 -0.064 0.004 -0.187
O 15.594 4.965 23.549 -0.147 0.26 0.086
O 5.152 8.73 24.173 -0.16 0.302 -0.078
O 0.932 6.384 26.043 0.133 -0.197 -0.005
O 15.958 9.52 28.21 0.102 0.042 0.063
O 6.676 9.094 21.941 0.054 -0.223 -0.004
O 2.652 7.955 24.69 -0.04 0.321 -0.262
O 15.01 9.844 23.109 0.162 0.16 0.193
O 0.049 10.997 20.34 0.011 0.078 -0.229
O 6.005 13.245 23.448 -0.157 0.017 0.111
O 1.044 12.961 22.813 -0.091 -0.151 -0.18
O 10.563 3.199 28.734 -0.073 0.02 0.01
O 8.22 2.777 24.387 -0.195 -0.19 0.105
O 9.801 4.653 31.187 0.263 -0.189 -0.048
O 4.661 6.422 25.392 -0.089 -0.057 -0.226
O 5.183 15.114 25.276 0.074 0.027 -0.083
O 3.383 13.994 23.765 -0.071 0.072 -0.014
O 11.502 15.603 29.686 -0.096 0.049 0.012
O 5.763 13.932 27.582 -0.015 -0.164 0.23
O 14.433 15.808 26.83 0.19 -0.152 -0.233
O 10.165 1.546 26.678 0.145 -0.121 -0.183
O 15.022 2.646 24.531 0.186 -0.067 -0.047
O 14.736 4.813 26.148 0.015 0.205 -0.094
O 4.17 8.718 26.706 0.258 -0.097 0.167
O 8.607 5.359 24.343 0.286 -0.026 -0.105
O 13.126 8.284 24.327 0.013 -0.132 -0.024
O 12.27 8.943 26.708 -0.068 0.156 0.05
O 13.249 14.432 24.818 -0.02 -0.206 0.071
O 12.172 16.605 25.81 -0.016 0.304 -0.177
O 2.309 7.362 28.043 0.137 -0.232 -0.152
O 16.118 6.978 28.448 -0.038 0.098 0.126
O 3.153 9.612 29.078 0.244 -0.085 -0.051
O 15.513 12.584 24.485 0.065 0.223 0.168
O 13.378 10.948 24.726 -0.074 0.118 0.101
O 14.418 12.398 26.832 -0.006 -0.082 -0.053
O 4.324 13.019 30.476 0.151 0.066 0.161
O 3.841 16.687 29.983 0.171 -0.127 0.153
O 7.167 6.958 29.589 0.29 -0.144 -0.056
O 6.584 6.903 27.085 0.087 0.078 -0.219
O 10.038 13.447 28.698 -0.15 -0.075 0.136
O 8.722 13.034 26.499 -0.067 0.087 -0.351
O 14.081 15.723 29.458 0.195 -0.022 0.319
O 5.204 16.506 27.599 0.099 -0.152 -0.204
O 7.689 11.94 28.708 0.009 0.317 0.078
O 5.233 11.381 27.945 -0.267 -0.323 -0.147
O 7.092 15.105 21.96 0.133 0.268 -0.114
O 3.63 10.644 31.455 -0.15 -0.259 0.031
O 11.882 6.205 30.57 -0.021 -0.03 0.157
O 1.15 4.913 28.262 -0.172 -0.069 -0.042
O 12.549 6.313 26.178 0.012 -0.091 -0.038
O 13.727 8.442 28.929 0.052 0.041 0.217
O 11.076 8.814 28.986 0.044 -0.198 -0.08
O 15.901 14.201 28.282 0.145 -0.218 -0.05
O 0.451 11.892 27.655 -0.014 -0.056 0.264
O 12.222 14.398 27.38 0.046 0.083 -0.059
O 12.401 13.15 29.767 0.002 0.186 -0.008
O 14.398 16.578 23.99 -0.003 0.106 0.177
O 15.302 14.6 22.917 0.078 0.263 -0.177
O 15.494 1.821 30.716 -0.204 0.102 -0.109
O 13.163 0.739 31.428 -0.067 -0.256 0.298
O 1.179 2.475 29.149 0.274 0.028 -0.358
O 1.355 0.437 30.867 0.099 0.18 -0.024
O 2.249 14.587 29.895 -0.348 -0.015 -0.038
O 1.784 9.731 26.803 0.158 -0.11 0.046
O 15.487 8.67 31.778 -0.287 0.073 0.091
O 2.684 6.012 31.98 -0.278 0.173 -0.364
O 5.075 6.912 31.083 -0.128 0.205 0.005
O 4.684 4.899 27.476 -0.042 0.021 0.034
O 15.802 10.385 25.756 0.127 -0.04 0.035
O 4.584 12.56 25.633 0.073 -0.215 -0.05
O 6.074 11.033 30.509 0.105 0.123 0.002
O 14.639 7.869 26.504 0.057 -0.129 -0.222
O 5.774 4.657 29.797 0.125 -0.211 0.149
O 3.223 4.192 29.619 0.143 0.148 0.347
O 4.806 2.441 28.574 -0.086 0.067 -0.174
O 6.359 0.789 29.91 -0.133 -0.22 0.084
O 8.945 9.701 30.163 0.034 -0.081 -0.005
O 6.554 9.322 28.514 0.028 -0.017 0.187
O 7.315 5.354 31.705 0.045 -0.069 0.09
O 8.77 8.28 27.858 0.158 -0.072 -0.205
O 3.295 13.157 27.94 -0.139 -0.049 -0.13
O 13.677 5.822 28.492 0.121 -0.025 0.006
O 16.295 0.372 28.571 0.16 -0.039 -0.173
O 12.926 3.902 30.005 -0.116 -0.129 -0.006
O 13.049 10.948 31.124 0.322 0.077 -0.058
O 9.775 10.843 27.823 -0.086 -0.066 0.115
O 14.426 6.169 30.997 0.305 0.118 0.168
O 12.655 3.732 27.334 -0.067 0.16 -0.117
O 8.423 1.687 28.559 -0.071 -0.006 -0.192
O 12.682 10.854 28.507 -0.219 0.051 -0.023
O 14.81 12.1 29.453 -0.007 -0.062 0.234

Results
total energy: -108572.831 eV
total energy less fixed offsets of O -438.35, Si -107.03 eV per atom: 7.399 eV
